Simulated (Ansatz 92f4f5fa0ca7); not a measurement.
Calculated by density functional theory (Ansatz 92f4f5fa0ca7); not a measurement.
Periodic cell of 430 atoms, Si266O164, from a study of silicon, its oxide and their interface. The atomic structure is a simulated model.
Doubt: the cutoff is far below the 930 eV that the study's wrapper takes by default for these files, so forces and energies are approximate.
This geometry differs little from another in the collection (a relaxation step or a small displacement).

Settings
functional: PBE
potential files: Ansatz PAW
basis: plane waves
wave-function cutoff: 580 eV
density cutoff ratio: 5
exchange-correlation grid ratio: 1
k mesh: 1 x 1 x 1, Gamma-centred
self-consistency stop: 5e-08 eV per atom in the density residual
occupations: fixed
spin: none
net charge: 0

Cell vectors (angstrom)
a	15.4687	0	0
b	0	12.8259	0
c	0	0	37.7028

Atoms: element, x, y, z (angstrom)
Si	-0.0216	1.1827	35.014
Si	3.8487	1.1701	35.0533
Si	7.7278	1.1825	35.0509
Si	11.6192	1.1748	35.0211
Si	1.8913	7.5735	35.036
Si	5.7588	7.5729	35.0322
Si	9.6421	7.5732	35.0215
Si	13.5078	7.5732	35.0251
Si	1.9336	5.247	35.4359
Si	5.8008	5.247	35.4359
Si	9.6679	5.247	35.4359
Si	13.5351	5.247	35.4359
Si	0	11.6599	35.4359
Si	3.8672	11.6599	35.4359
Si	7.7343	11.6599	35.4359
Si	11.6015	11.6599	35.4359
Si	0	4.664	36.6726
Si	3.8672	4.664	36.6726
Si	7.7343	4.664	36.6726
Si	11.6015	4.664	36.6726
Si	1.9336	11.0769	36.6726
Si	5.8008	11.0769	36.6726
Si	9.6679	11.0769	36.6726
Si	13.5351	11.0769	36.6726
Si	0	2.332	37.0849
Si	3.8672	2.332	37.0849
Si	7.7343	2.332	37.0849
Si	11.6015	2.332	37.0849
Si	1.9336	8.745	37.0849
Si	5.8008	8.745	37.0849
Si	9.6679	8.745	37.0849
Si	13.5351	8.745	37.0849
Si	1.9336	1.749	0.6188
Si	5.8008	1.749	0.6188
Si	9.6679	1.749	0.6188
Si	13.5351	1.749	0.6188
Si	0	8.162	0.6188
Si	3.8672	8.162	0.6188
Si	7.7343	8.162	0.6188
Si	11.6015	8.162	0.6188
Si	0	5.83	1.031
Si	3.8672	5.83	1.031
Si	7.7343	5.83	1.031
Si	11.6015	5.83	1.031
Si	1.9336	12.2429	1.031
Si	5.8008	12.2429	1.031
Si	9.6679	12.2429	1.031
Si	13.5351	12.2429	1.031
Si	1.9336	5.247	2.2678
Si	5.8008	5.247	2.2678
Si	9.6679	5.247	2.2678
Si	13.5351	5.247	2.2678
Si	0	11.6599	2.2678
Si	3.8672	11.6599	2.2678
Si	7.7343	11.6599	2.2678
Si	11.6015	11.6599	2.2678
Si	1.9336	2.915	2.68
Si	5.8008	2.915	2.68
Si	9.6679	2.915	2.68
Si	13.5351	2.915	2.68
Si	0	9.328	2.68
Si	3.8672	9.328	2.68
Si	7.7343	9.328	2.68
Si	11.6015	9.328	2.68
Si	-0.1135	-2.1318	28.6046
Si	3.4423	-0.2053	27.9322
Si	8.1538	-0.88	27.1838
Si	11.2128	0.0045	27.5707
Si	1.4392	6.8223	28.3187
Si	5.9009	6.5531	27.5903
Si	8.9346	6.6085	27.6045
Si	13.7904	6.3026	28.4803
Si	2.1129	3.8161	28.7891
Si	5.8394	3.5657	28.5877
Si	9.3306	3.594	28.1815
Si	13.7536	4.0222	29.0371
Si	0.289	12.9846	28.3485
Si	3.8144	10.443	28.693
Si	7.614	11.5021	29.4161
Si	11.9029	10.0952	28.2948
Si	0.2109	3.4679	30.1679
Si	4.0009	3.5317	30.1146
Si	7.742	3.0716	29.8682
Si	11.7775	3.5128	30.1657
Si	1.8205	9.9723	29.9098
Si	5.7304	10.2178	30.0818
Si	9.3429	10.1153	30.2304
Si	13.5727	9.8812	29.9358
Si	0.074	1.1681	30.4764
Si	3.9095	1.2844	30.7182
Si	7.6938	0.7918	30.6048
Si	11.5071	1.1974	30.5785
Si	1.8015	7.6904	30.4682
Si	5.7195	7.8321	30.5113
Si	9.4334	7.7477	30.5841
Si	13.4833	7.5781	30.4575
Si	1.9318	0.5834	31.7922
Si	5.7806	0.5727	31.9372
Si	9.6524	0.5941	31.8987
Si	13.5451	0.5639	31.6357
Si	-0.0691	7.0312	31.7448
Si	3.7763	7.1456	31.6956
Si	7.5889	6.9274	31.7164
Si	11.5012	7.1003	31.6686
Si	0.0442	4.7104	32.1622
Si	3.9033	4.7973	32.0996
Si	7.7318	4.5086	31.931
Si	11.5677	4.7545	32.1495
Si	1.9013	11.0689	32.0524
Si	5.7133	11.0851	32.263
Si	9.7134	11.1105	32.2933
Si	13.5165	11.0537	32.0338
Si	1.9818	4.1201	33.363
Si	5.8217	4.114	33.3239
Si	9.6335	4.1241	33.3406
Si	13.5382	4.1047	33.3411
Si	-0.0229	10.5073	33.3228
Si	3.7753	10.4745	33.4005
Si	7.7006	10.4585	33.3833
Si	11.6521	10.4791	33.4014
Si	1.9321	1.7831	33.8168
Si	5.7796	1.8196	33.8836
Si	9.6648	1.8209	33.8701
Si	13.5233	1.7536	33.7208
Si	-0.0402	8.1834	33.7991
Si	3.8046	8.1727	33.8148
Si	7.6866	8.1167	33.7937
Si	11.5775	8.1618	33.7863
Si	0	2.332	3.9167
Si	3.8672	2.332	3.9167
Si	7.7343	2.332	3.9167
Si	11.6015	2.332	3.9167
Si	1.9336	8.745	3.9167
Si	5.8008	8.745	3.9167
Si	9.6679	8.745	3.9167
Si	13.5351	8.745	3.9167
Si	1.9361	6.433	4.3369
Si	5.7904	6.4251	4.3317
Si	9.6621	6.4301	4.3377
Si	13.5541	6.427	4.331
Si	0.028	12.8034	4.3203
Si	3.8955	12.8069	4.3267
Si	7.756	12.8115	4.3422
Si	11.6133	12.8068	4.3276
Si	0.0168	5.9163	5.6272
Si	3.8598	5.8941	5.6083
Si	7.7182	5.906	5.5961
Si	11.6135	5.8847	5.5645
Si	1.9688	12.1475	5.5135
Si	5.8273	12.1738	5.5518
Si	9.6904	12.1917	5.5673
Si	13.5606	12.0942	5.4639
Si	0.0866	3.5688	5.8712
Si	3.8834	3.5378	5.9077
Si	7.7665	3.5573	5.9456
Si	11.5964	3.5438	5.8854
Si	1.9629	9.8538	6.0861
Si	5.8625	9.8741	6.0873
Si	9.7012	9.8732	6.0369
Si	13.5942	9.8182	6.0433
Si	1.9718	2.8691	7.0902
Si	5.8145	2.8915	7.0519
Si	9.7154	2.9142	7.1408
Si	13.5939	2.7744	6.7819
Si	0.0263	9.3579	7.4467
Si	3.9301	9.3705	7.3942
Si	7.8378	9.4418	7.4536
Si	11.6451	9.3379	7.3056
Si	0.001	6.9804	7.809
Si	3.8484	6.9867	7.7443
Si	7.6793	7.0348	7.7152
Si	11.6152	6.961	7.6977
Si	2.0129	13.3533	7.5107
Si	5.8518	13.4097	7.5501
Si	9.7173	13.4326	7.5768
Si	13.635	13.3677	7.3846
Si	1.9394	6.2598	9.0065
Si	5.7604	6.2817	8.9461
Si	9.6244	6.2592	8.7941
Si	13.5155	6.0104	8.8168
Si	0.0586	12.922	8.7314
Si	3.9341	12.9887	8.8526
Si	7.7678	13.0818	8.9066
Si	11.7583	13.0677	8.7131
Si	1.9724	3.8966	9.1827
Si	5.7215	3.9222	9.1234
Si	9.5806	3.9473	9.2512
Si	15.5049	2.9255	10.023
Si	0.0458	10.6768	9.5586
Si	4.054	10.6484	9.4912
Si	7.9793	10.7816	9.631
Si	11.7962	10.7941	9.2123
Si	-1.8198	3.7048	8.83
Si	3.8534	2.9932	10.2092
Si	7.606	3.101	10.1864
Si	12.1649	2.8097	10.3866
Si	2.0806	10.2174	10.7229
Si	6.0421	10.1277	10.8297
Si	10.1615	10.6832	10.8218
Si	13.4726	10.1261	10.7275
Si	-0.9282	3.0822	12.1074
Si	1.6668	-1.2832	13.506
Si	6.8903	4.5995	12.8739
Si	14.5552	0.3903	13.6136
Si	2.2074	7.0613	11.2088
Si	5.4449	6.9707	11.1682
Si	10.0663	7.6136	11.6597
Si	13.0565	7.1408	11.6083
O	11.5117	7.0014	12.1348
O	1.1716	6.3484	12.2927
O	-0.3567	10.3041	26.9971
O	7.4112	7.1303	27.2831
O	9.6884	-0.2656	27.0077
O	1.8349	0.1045	27.7207
O	8.6717	15.1628	14.1809
O	0.0952	11.9675	13.3065
O	6.5211	11.2992	14.7819
O	0.0307	6.0179	14.8287
O	5.6613	3.8351	13.6512
O	8.1806	12.6915	13.3434
O	15.0623	14.5908	12.9201
O	8.7988	7.4847	12.6805
O	2.2622	11.198	12.0302
O	6.2455	11.115	12.1572
O	-0.5726	4.4238	12.9427
O	14.0816	6.9772	12.8551
O	10.7142	11.6884	12.0836
O	4.9439	0.577	14.9893
O	14.6434	0.6331	15.2203
O	13.3905	8.4841	10.749
O	13.0041	12.9218	13.1473
O	3.8277	6.8712	11.5613
O	13.6046	3.1783	27.6299
O	9.4876	2.6398	26.8338
O	11.8929	8.9151	27.1782
O	7.9641	10.4902	26.4193
O	4.8048	7.107	26.4984
O	7.0733	0.1792	26.5424
O	12.6552	6.4309	27.287
O	9.4745	7.1098	29.0517
O	14.7756	0.8391	27.1903
O	4.3502	0.2583	26.6336
O	2.1888	7.7101	27.1684
O	2.2291	2.858	27.438
O	10.0818	7.058	26.5362
O	12.0993	1.1219	26.7741
O	5.7971	2.3108	27.5272
O	-0.1714	6.7968	27.9534
Si	-0.0564	13.802	18.6244
Si	9.6775	2.8754	25.218
Si	13.8993	12.6104	23.4173
Si	5.7432	1.1159	26.4197
Si	0.9788	1.7098	23.5452
Si	8.5228	8.5117	13.9209
Si	12.5155	6.4595	17.0689
Si	10.3416	9.721	23.0903
Si	11.2768	4.3766	18.7638
Si	8.9075	11.8787	21.3408
Si	3.6349	9.8996	21.5204
Si	18.048	12.8225	17.5127
Si	1.941	9.1576	24.1003
Si	13.1328	12.6081	20.4764
Si	-0.1487	5.9633	13.2092
Si	15.3933	6.9127	16.1931
Si	11.8567	3.8049	15.914
Si	4.0533	3.7075	13.373
Si	10.6222	11.3372	19.0198
Si	8.1525	7.6433	23.1956
Si	3.3928	13.885	14.9261
Si	8.9327	3.7767	14.8894
Si	2.2896	3.1049	25.8244
Si	11.1756	-0.6114	15.9604
Si	1.8241	8.8461	15.3366
Si	3.5216	2.0293	21.7842
Si	3.8782	10.0045	16.8935
Si	1.842	3.3944	19.6207
Si	11.7854	2.5741	21.328
Si	4.1536	12.4723	20.1653
Si	12.0543	11.5773	13.0663
Si	0.7284	4.5526	23.9451
Si	3.885	7.1221	19.9792
Si	17.8438	5.6629	17.6477
Si	13.5861	14.1953	16.2047
Si	8.1665	9.8493	24.9442
Si	5.8261	8.0839	15.6551
Si	1.7857	5.6508	21.526
Si	3.5958	8.2198	26.5138
Si	8.6188	13.6181	14.6362
Si	5.9927	11.1151	18.4285
Si	9.9424	7.7861	16.3584
Si	-0.5155	10.3683	25.3748
Si	3.5215	6.3048	14.8684
Si	6.6738	7.0319	18.6036
Si	5.0326	3.1327	24.3194
Si	6.1624	12.6066	15.6905
Si	12.9471	8.4555	23.9721
Si	11.6662	7.4603	26.4867
Si	15.3268	7.0737	23.0217
Si	7.7122	4.4647	23.6185
Si	12.5563	2.3252	24.0909
Si	8.5879	9.2996	18.5909
Si	13.5715	1.8525	26.7228
Si	8.9094	1.902	22.6462
Si	8.6488	5.1008	17.5341
Si	7.3312	11.2822	13.374
Si	6.6961	10.0099	22.394
O	4.8939	9.4463	15.709
O	13.9947	7.0742	16.9863
O	5.042	6.8842	14.8881
O	0.9874	12.7653	17.8886
O	3.2901	6.1284	21.128
O	10.0878	11.0153	22.111
O	7.8642	7.9837	19.25
O	1.2693	4.344	25.4668
O	12.9752	2.7048	15.4608
O	14.5151	12.9023	19.6494
O	8.8432	4.2257	24.7871
O	8.4258	0.4665	22.0327
O	10.6423	11.5079	17.3647
O	5.1088	10.1881	22.1589
O	13.5742	11.9678	21.9341
O	10.0182	13.1635	15.3163
O	12.3858	13.1448	16.5109
O	8.3942	10.0428	13.3564
O	9.9662	9.8319	19.3147
O	13.8617	7.7518	22.8091
O	3.807	3.5126	25.3467
O	4.4209	2.8782	22.8335
O	3.2174	11.2409	20.6913
O	0.9295	7.9032	23.921
O	7.0067	8.3943	22.2824
O	11.255	2.9963	24.8188
O	12.3671	14.0357	20.6665
O	2.5992	9.0079	16.782
O	11.7395	3.7237	20.1716
O	14.0249	9.0917	25.0048
O	2.0005	5.0475	23.0309
O	3.3541	5.1335	13.7544
O	6.1717	4.3184	24.1901
O	3.4111	13.1348	18.8751
O	12.1265	11.5893	19.6445
O	18.7359	5.5884	16.3013
O	13.7711	15.2642	25.1967
O	9.0584	8.9197	17.0924
O	9.1097	1.6559	24.2691
O	1.7303	1.7779	25.0176
O	5.8246	12.1439	17.1908
O	12.0462	7.4493	24.8953
O	9.7278	10.1607	24.5477
O	-0.1446	13.403	23.3252
O	2.1388	1.4644	22.4342
O	3.2281	8.7072	25.0022
O	9.6714	4.7091	18.7531
O	3.36	15.3502	14.2386
O	7.9252	3.2389	22.5086
O	15.7	3.1428	23.3026
O	7.2642	5.5477	18.2639
O	3.0438	6.7689	18.6389
O	15.7762	8.4395	15.7401
O	9.8685	8.2679	14.8122
O	7.9501	8.2195	24.7424
O	5.6518	11.956	19.7667
O	5.4711	6.8786	19.6853
O	16.0919	6.8163	21.5944
O	2.3224	4.1431	18.249
O	7.4747	10.4846	18.4544
O	12.4551	5.3209	15.8946
O	9.5394	12.2795	19.8612
O	16.5918	4.5495	20.5226
O	6.3012	5.9789	12.1844
O	4.7903	9.9915	18.2535
O	2.5287	9.6775	22.6829
O	0.8014	2.167	19.3565
O	3.1613	2.9067	20.4558
O	8.1062	17.6852	13.9609
O	11.4955	7.7107	16.819
O	7.9743	6.0155	23.0908
O	14.3982	1.7178	17.5708
O	11.9494	9.495	23.2052
O	8.4017	3.8942	16.45
O	14.1274	11.5992	24.677
O	11.6446	11.26	14.6619
O	3.1587	11.4764	16.772
O	3.6445	8.6381	20.4996
O	12.1562	5.7426	18.5034
O	9.2741	6.319	16.6279
O	7.4764	13.5459	15.7963
O	7.1805	8.2389	14.7813
O	12.5744	0.7083	23.7544
O	15.0283	5.6724	23.8349
O	9.5985	8.2898	22.6677
O	2.5285	7.578	14.5548
O	11.5001	3.3854	17.4688
O	12.7024	3.0545	22.6168
O	7.6071	10.8684	21.3288
O	7.1101	10.5514	23.8936
O	5.7372	1.7732	24.9195
O	4.4036	0.749	21.3206
O	16.3617	6.212	17.2914
O	1.0137	10.3311	24.7709
O	6.1656	7.6833	17.1957
O	1.8142	10.2057	14.4451
O	10.2856	2.3069	21.8844
O	2.5076	-0.0219	14.0869
O	2.7951	14.0338	16.4387
O	10.5653	3.8966	14.9226
O	7.6987	1.4268	10.1149
O	-2.406	-2.3188	12.3047
O	5.9361	8.5479	11.3645
O	3.7903	3.3827	11.8029
O	5.8585	4.9207	27.6356
O	4.0352	13.4419	29.206
O	10.4408	-2.6145	28.9954
O	9.5434	6.939	10.2994
O	10.7704	16.7116	28.8909
O	15.5611	1.2433	9.9405
O	1.8919	8.6705	11.2755
O	4.1328	9.4915	27.3706
O	2.104	5.3393	28.1852
O	12.1163	11.477	27.4429
O	12.9013	2.961	11.8563
O	11.1251	0.4593	29.1353
O	-2.0792	5.9975	10.4944
O	-3.609	1.2082	10.0792
O	24.259	5.003	27.5923
O	3.8951	14.1523	10.0713
O	5.4428	7.058	29.0691
O	10.3528	9.1896	11.4676
O	10.7401	3.6217	10.4102
O	7.5055	16.4033	11.7604

Results
free energy: -262372.880 eV
free energy less fixed offsets of O -568.88, Si -635.61 eV per atom: -4.300 eV

Forces (eV/angstrom), in the order of the atoms: element, x, y, z
Si	0.0012	0.0039	-0.0041
Si	-0.0015	-0.004	-0.0217
Si	-0.006	0.019	-0.0025
Si	-0.013	0.0014	0.0011
Si	-0.0222	-0.0042	0.0028
Si	-0.0115	0.0173	0.0095
Si	0.024	0.0212	0.0255
Si	-0.0056	0.0139	0.0066
Si	0.0433	0.0219	0.0723
Si	0.1277	0.0365	-0.193
Si	-0.1918	0.0966	-0.0967
Si	0.0532	-0.0913	-0.0794
Si	-0.0519	0.0863	-0.3128
Si	-0.2277	0.0549	0.0878
Si	-0.0904	-0.0981	-0.0196
Si	0.1903	0.1075	0.0873
Si	0.0024	-0.0665	-0.0305
Si	-0.0445	-0.0536	-0.0545
Si	0.0092	0.0091	-0.0183
Si	0.0261	-0.0844	-0.0786
Si	0.0731	0.0449	0.0229
Si	0.0457	0.0023	-0.0051
Si	-0.0095	0.0034	-0.0194
Si	-0.033	0.0469	0.0214
Si	-0.0833	0.0088	0.0112
Si	-0.1026	0.0181	0.2191
Si	0.0114	-0.0112	0.2717
Si	0.1081	-0.02	0.0424
Si	-0.0763	0.0366	0.0647
Si	-0.0551	0.0463	0.0381
Si	-0.0561	0.0265	-0.0304
Si	-0.0606	0.0045	0.0057
Si	0.0601	0.0601	-0.0065
Si	0.0395	0.0395	0.0059
Si	-0.0594	0.0554	-0.0149
Si	0.0182	0.0335	0.0201
Si	0.0424	-0.0085	-0.0013
Si	0.0294	-0.0256	-0.0078
Si	0.0157	-0.0135	-0.0255
Si	0.0361	-0.0126	-0.0144
Si	0.0065	0.0154	0.019
Si	0.0477	0.0143	0.0347
Si	0.0027	-0.0047	0.0407
Si	-0.0252	0.0494	0.0555
Si	-0.0651	-0.0129	-0.0134
Si	-0.0531	0.0016	-0.0023
Si	0.016	0.0023	-0.0157
Si	0.0318	-0.0049	0.0135
Si	-0.0267	-0.0334	0.1263
Si	-0.0354	-0.0105	0.0836
Si	-0.0362	0.0003	0.1101
Si	0.077	-0.0668	0.0756
Si	0.0886	0.028	-0.1746
Si	0.0784	0.0055	-0.1279
Si	0.041	0.0299	-0.0278
Si	-0.0527	0.0097	-0.1263
Si	-0.0586	-0.214	-0.1779
Si	-0.0323	-0.0941	-0.0362
Si	0.0246	-0.1887	-0.1295
Si	-0.0125	-0.0924	-0.0433
Si	-0.0422	0.1043	0.1002
Si	-0.0324	0.1647	0.1515
Si	-0.0256	0.076	0.0833
Si	-0.0366	0.1149	0.1194
Si	-0.0169	-0.0075	0.0463
Si	0.0057	-0.0896	0.0402
Si	-0.0017	-0.0093	-0.0368
Si	-0.0175	-0.0025	0.0093
Si	-0.0168	-0.1455	-0.092
Si	-0.0305	0.0101	-0.0297
Si	0.0155	-0.0052	-0.0039
Si	0.0755	-0.0451	0.0564
Si	0.0054	0.0758	0.0985
Si	-0.1226	-0.012	-0.0345
Si	0.0481	-0.0096	0.055
Si	-0.0398	0.0952	-0.038
Si	0.0633	-0.0746	-0.2167
Si	-0.0526	0.0809	-0.029
Si	0.0211	-0.0071	-0.0504
Si	0.0365	-0.0175	0.0861
Si	0.0107	-0.0015	-0.125
Si	0.0261	0.0718	-0.1171
Si	0.0617	0.0115	-0.0031
Si	-0.0133	-0.0648	0.0032
Si	0.0726	0.0262	-0.0962
Si	-0.0562	-0.0516	0.0068
Si	0.0605	-0.1449	-0.0214
Si	0.0082	-0.0328	-0.0698
Si	0.0063	0.0596	0.1543
Si	0.0069	-0.1544	-0.0682
Si	0.0049	0.0418	0.064
Si	0.0408	0.0252	-0.0169
Si	-0.0632	0.0183	0.0609
Si	-0.0015	-0.0092	-0.0105
Si	0.1002	0.051	-0.1293
Si	-0.0012	0.0541	-0.0484
Si	0.0421	0.0088	-0.0606
Si	-0.013	0.0296	-0.0518
Si	-0.0034	-0.019	0.0063
Si	-0.1032	-0.0563	-0.0163
Si	0.0004	0.0163	-0.0413
Si	0.0569	0.0027	-0.035
Si	-0.0506	-0.0257	-0.035
Si	-0.0856	-0.0419	0.0346
Si	0.0394	-0.0192	0.0248
Si	-0.0143	-0.0241	0.0359
Si	-0.0024	0.0194	0.0011
Si	0.0423	0.0563	-0.0791
Si	0.0048	0.024	0.0333
Si	-0.0351	0.0306	-0.0467
Si	-0.0823	0.0908	-0.0257
Si	0.0176	0.0532	0.0216
Si	0.0265	0.0066	0.0099
Si	0.0102	0.0379	0.0045
Si	-0.0263	-0.0247	0.0113
Si	-0.0445	0.026	0.0492
Si	-0.0279	-0.0086	0.0181
Si	-0.0014	0.0298	-0.0105
Si	0.0678	0.0088	0.074
Si	0.0517	-0.0198	-0.0002
Si	-0.044	0.0026	0.0096
Si	0.0242	-0.0332	0.0344
Si	-0.0201	-0.0102	-0.0061
Si	0.0364	-0.0216	0.0206
Si	0.0313	0.0005	-0.003
Si	0.006	-0.0548	0.0308
Si	0.0012	-0.021	-0.0348
Si	-0.0012	-0.0308	-0.004
Si	0.2672	-0.0344	-0.5024
Si	-0.0122	-0.0634	-0.348
Si	0.1131	0.0791	-0.0564
Si	-0.1488	-0.0809	-0.4837
Si	0.0537	0.0566	0.4237
Si	0.1494	0.0747	0.4672
Si	-0.0019	0.0648	0.2201
Si	0.1625	-0.1434	0.1627
Si	-0.0044	-0.0025	-0.003
Si	-0.0046	0.003	-0.0016
Si	0.0089	-0.0138	-0.0202
Si	0.001	0.0015	-0.0149
Si	-0.0061	-0.0094	-0.0043
Si	0.0078	-0.0114	-0.0057
Si	-0.0104	-0.0242	-0.034
Si	-0.0224	-0.0248	-0.0115
Si	0.0148	0.0074	0.0054
Si	0.0193	-0.0308	-0.0246
Si	-0.0311	0.0008	0.0072
Si	-0.0132	0.0036	0.0163
Si	0.0022	0.0628	0.03
Si	-0.0223	0.049	0.0203
Si	0.0142	0.0599	0.0182
Si	0.0093	0.0514	-0.0157
Si	0.0272	0.0304	-0.0266
Si	-0.0283	0.0492	0.0281
Si	0.0509	0.001	-0.0124
Si	-0.0317	0.0408	-0.0023
Si	-0.0032	-0.0316	-0.0076
Si	0.0875	-0.0398	-0.0283
Si	0.024	-0.0442	-0.0063
Si	-0.0304	-0.0408	0
Si	0.0222	-0.0704	-0.0362
Si	-0.0189	-0.0699	0.0158
Si	-0.0109	-0.0605	0.0038
Si	-0.0387	-0.0356	0.0116
Si	0.0099	0.062	0.022
Si	-0.007	0.0137	0.0065
Si	-0.1219	0.0063	0.0376
Si	0.024	0.0268	-0.0306
Si	-0.0838	-0.0872	0.0533
Si	-0.0305	-0.0026	0.0472
Si	0.1102	0.0317	-0.0141
Si	0.0289	-0.063	0.037
Si	-0.002	0.0012	0.0009
Si	0.009	0.0009	0.0216
Si	-0.0446	0.0348	0.0337
Si	0.0421	-0.0254	0.0197
Si	0.0019	-0.0163	-0.1749
Si	0.0004	-0.0345	-0.169
Si	-0.037	-0.0446	0.025
Si	-0.0237	0.2336	0.0638
Si	0.0061	-0.0283	-0.0597
Si	0.0414	-0.0194	-0.1027
Si	0.0776	-0.1191	-0.0949
Si	-0.1029	0.092	-0.0426
Si	-0.085	0.0328	-0.0361
Si	-0.0124	0.0411	-0.0865
Si	-0.0023	0.0947	-0.0501
Si	-0.0587	-0.01	0.0317
Si	0.0877	0.0621	-0.0735
Si	0.0282	0.0815	-0.0043
Si	-0.0066	0.0099	-0.2411
Si	0.0736	0.0047	-0.1055
Si	0.0187	-0.1205	0.0545
Si	0.0103	-0.1525	0.2491
Si	0.1371	-0.1431	0.2448
Si	0.0024	-0.0338	-0.0054
Si	-0.1147	-0.1153	-0.0831
Si	0.0104	-0.098	-0.1143
Si	-0.0284	-0.0753	0.4572
Si	-0.149	-0.0996	0.1645
Si	0.0289	0.0075	0.0133
Si	-0.0483	0.0244	0.0202
Si	0.0298	0.0194	0.0286
Si	-0.047	0.0127	0.0051
Si	0.0241	0.1105	0.3251
Si	-0.0324	0.1134	0.3342
Si	0.0018	0.0933	-0.0155
Si	0.0128	0.0441	-0.0317
O	0.0263	-0.0411	0.0094
O	0.0253	0.0004	-0.0814
O	0.0185	0.0127	0.0083
O	-0.0205	-0.0105	0.0136
O	0.0283	0.0029	0.0345
O	-0.009	0.0043	0.0382
O	-0.0029	-0.0091	-0.0017
O	0.0789	-0.0226	-0.0042
O	-0.0035	0.0127	0.0042
O	-0.0072	0.0153	0.0035
O	-0.0111	-0.0118	-0.0112
O	-0.0209	-0.0056	-0.0004
O	-0.0201	-0.0047	0.0003
O	-0.0118	-0.0232	0.0037
O	0.0148	0.0134	0.0531
O	-0.0101	0.0212	0.0646
O	-0.0094	-0.0232	-0.0137
O	0.0004	-0.0253	0.0069
O	0.0774	0.0035	-0.032
O	-0.0052	-0.0163	0.0135
O	-0.0115	0.004	-0.0196
O	0.014	0.06	-0.0285
O	0.0544	0.0205	0.0065
O	-0.0264	-0.0471	-0.1132
O	0.0348	-0.0049	0.0592
O	0.0025	-0.0114	-0.009
O	-0.0044	-0.0427	-0.0325
O	0.003	-0.042	0.0032
O	0.0284	-0.0217	0.0329
O	-0.0212	0.0256	0.0278
O	0.0004	0.015	0.0031
O	-0.0186	0.0212	0.1068
O	-0.008	0.0067	0.0537
O	0.0034	0.0281	0.0084
O	-0.0168	-0.0174	0.0439
O	-0.005	-0.0395	-0.0489
O	-0.0157	-0.0066	0.0217
O	0.0142	0.008	0.0032
O	0.0155	-0.0083	0.0364
O	-0.009	0.0223	-0.0263
Si	-0.0027	-0.0088	-0.0179
Si	-0.0045	-0.0094	-0.0227
Si	-0.0034	0.0081	0.0026
Si	-0.0073	-0.0113	-0.0191
Si	0.0047	0.017	-0.0048
Si	-0.0023	0.0163	-0.0072
Si	-0.0186	-0.0054	-0.0174
Si	0.0102	-0.0088	0.0321
Si	-0.0034	-0.0032	-0.0037
Si	-0.0019	0.0063	0.0378
Si	-0.0012	0.0015	0.0262
Si	-0.004	0.0078	-0.0115
Si	-0.0108	-0.0058	-0.0116
Si	-0.0053	0.0074	0.0239
Si	0.0079	0.0094	-0.0034
Si	0.0105	-0.0031	-0.0123
Si	-0.0206	0.0063	-0.0193
Si	0.0036	0.0204	0.0097
Si	-0.0014	-0.0075	-0.0107
Si	-0.0019	-0.0064	0.0124
Si	0.0196	-0.0181	-0.0093
Si	-0.0045	-0.0083	0.0025
Si	0.0018	-0.0028	-0.0123
Si	-0.0142	0.0226	-0.0861
Si	-0.0027	-0.0167	-0.0085
Si	-0.0055	-0.0044	0.0375
Si	0.0019	-0.0043	-0.0146
Si	0.0086	0.0023	0.0145
Si	-0.0124	-0.0025	0.0396
Si	-0.0073	0.007	0.0177
Si	-0.0298	-0.0126	-0.0642
Si	-0.0061	0.0022	-0.0032
Si	-0.0087	-0.0075	0.009
Si	-0.0042	0.0052	-0.0296
Si	0.0005	-0.0166	-0.0187
Si	0.0005	0.0161	0.0026
Si	0.0036	-0.012	-0.0151
Si	-0.0007	0.0069	0.0233
Si	-0.0049	0.0115	-0.0231
Si	-0.0026	0.0031	-0.0108
Si	0.0065	0.0017	-0.0163
Si	0.0032	-0.0148	-0.024
Si	-0.0082	-0.0108	-0.0571
Si	0.0073	0.015	0.0236
Si	0.004	0.0043	-0.0228
Si	0.0023	-0.0032	-0.0141
Si	-0.0006	0.0437	-0.0246
Si	-0.0014	-0.0077	-0.0219
Si	0.0292	0.0027	-0.0267
Si	-0.0187	0.0016	0.0135
Si	-0.0009	-0.0094	-0.0067
Si	-0.0237	-0.0029	-0.0075
Si	-0.0027	-0.0138	-0.0075
Si	-0.0109	0.0198	-0.01
Si	0.0082	0.0097	0.0217
Si	-0.0001	-0.0069	-0.0324
Si	0.0429	0.0238	0.0366
Si	0.0009	-0.0081	0.0392
O	-0.0207	0.0073	0.0034
O	0.0184	0.0092	0.0024
O	-0.0178	-0.0044	-0.003
O	-0.0024	0.008	0.0092
O	0.002	0.002	-0.0075
O	-0.0084	-0.0001	-0.0113
O	-0.0005	0.0006	0.0048
O	0.0001	-0.011	0.0045
O	0.0003	-0.0014	0.0044
O	0.005	-0.0019	-0.0045
O	-0.0011	-0.0068	0.0142
O	0.005	-0.0167	-0.0161
O	-0.0077	0.0081	0.0259
O	-0.0042	-0.003	-0.014
O	-0.0038	-0.0035	-0.0184
O	0.0284	-0.0361	0.0386
O	-0.0119	0.0031	0.0084
O	-0.0144	-0.0009	0.0088
O	0.0066	0.0112	-0.0017
O	0.0062	0.0009	0.0003
O	-0.0111	0.0038	0.0046
O	-0.0016	-0.0027	-0.0096
O	0.001	-0.002	-0.0072
O	0.0048	-0.0014	0.0014
O	-0.005	0.0059	-0.0104
O	0.0073	-0.0056	0.004
O	0.0033	-0.0069	-0.015
O	0.0019	0.014	-0.003
O	-0.0008	0.0048	-0.0113
O	0.0075	0.0064	0.0202
O	-0.0002	0.0015	-0.0107
O	0.001	-0.0317	0.0015
O	-0.0023	-0.0037	0.011
O	0.0039	0.0005	0.0001
O	-0.0004	-0.003	-0.0022
O	-0.0051	0.0061	-0.012
O	0.0075	-0.0176	0.0246
O	0.0002	0.0131	0.0111
O	0.0034	0.0108	0.004
O	0.0019	-0.0087	0.0061
O	0.0018	0.005	-0.001
O	-0.0097	0.0056	0.0288
O	0.0056	-0.0067	-0.0159
O	0.0026	-0.0084	0.0032
O	-0.0026	0.0023	-0.0049
O	0.0075	-0.0033	0.0222
O	0.0039	-0.0016	0.0109
O	0.0138	0.0121	-0.0185
O	0.0053	-0.011	-0.01
O	0.0104	-0.0082	0.0005
O	-0.0032	-0.0028	0.0103
O	-0.0049	0.0069	0.0066
O	0.0022	-0.0187	0.0241
O	0.0031	-0.0038	0.0079
O	0.0011	-0.0076	-0.0086
O	0.0019	-0.0009	0.0008
O	-0.0053	-0.0042	0.005
O	0.0046	-0.0102	-0.0115
O	-0.0031	-0.0088	0.0055
O	-0.0048	0.0045	0.0008
O	0.0042	0.002	0.0031
O	0.0045	-0.0037	-0.0188
O	-0.0035	-0.0101	-0.0157
O	0.0021	-0.0114	-0.0645
O	-0.0026	-0.0007	0.0075
O	0.0011	0	-0.0043
O	-0.0038	-0.0018	-0.0029
O	-0.0114	0.0026	-0.0213
O	-0.0217	-0.0085	-0.0212
O	0.0043	-0.0041	0.0125
O	0.0059	0.0069	-0.0005
O	0.0099	-0.0017	0.0166
O	-0.0075	0.0001	-0.0006
O	0.0008	0.0067	0.0152
O	0.0108	-0.0074	0.0241
O	-0.0155	0.0205	0.0484
O	-0.0062	-0.0104	0.0099
O	0.0033	-0.0002	-0.0078
O	-0.0034	-0.0073	0.0139
O	0.0004	0.0031	0.0108
O	-0.0312	-0.023	-0.0049
O	-0.0078	-0.0075	0.0022
O	0.0006	0.0074	0.0147
O	0.0091	-0.0012	-0.0007
O	-0.0022	-0.0025	-0.0085
O	0.002	0.0054	-0.002
O	-0.0042	0.0025	0.0188
O	-0.0074	-0.0049	-0.0078
O	0.0044	0.0051	-0.0221
O	-0.007	-0.0062	-0.0254
O	-0.0034	-0.0078	0.0129
O	0.0007	-0.0103	-0.0157
O	-0.0026	0.0087	-0.0077
O	0.0012	0.0086	0.025
O	-0.0027	-0.001	0.0166
O	-0.0015	0.0208	-0.0209
O	0.0012	0.0025	-0.0172
O	-0.0098	0.0016	-0.0079
O	0.0012	-0.0196	0.0023
O	0.0116	0.0024	0.0101
O	-0.0585	0.0976	0.0279
O	0.0449	-0.012	-0.0051
O	-0.0158	0.0019	-0.003
O	0.004	-0.0045	-0.1297
O	0.0194	0.0134	0.0406
O	-0.0192	0.0516	0.1333
O	-0.0975	0.031	0.0576
O	0.0055	0.0031	-0.0254
O	-0.0175	0.0125	-0.0098
O	0.006	0.017	0.052
O	0.0136	0.0173	-0.0131
O	-0.0068	-0.0569	0.0379
O	-0.0047	0.0539	0.0076
O	-0.0051	0.0053	-0.0014
O	-0.0009	0.0152	-0.0083
O	-0.0152	-0.0148	-0.0035
O	0.0027	-0.0547	-0.0671
O	0.0138	-0.0178	0.0056
O	-0.004	0.0162	-0.0073
O	-0.0132	0.0789	0.0622
O	0.0168	0.0401	0.0621
O	-0.0292	0.1083	-0.1167
O	-0.0178	-0.0146	0.0037
O	-0.0141	0.006	-0.1597

The program warned: the cutoff lies below the one the program advises for these potential files; the forces do not sum to zero within the program's tolerance; the exchange-correlation potential is rough where the density is thin.
